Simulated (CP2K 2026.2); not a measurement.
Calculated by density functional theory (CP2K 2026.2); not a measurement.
Periodic cell of 513 atoms, Si351O162, from a study of silicon, its oxide and their interface. The atomic structure is a simulated model.
Doubt: the forces sum to 2.92 eV/angstrom along one axis rather than to zero, so they err by at least 0.0057 eV/angstrom per atom on average; the grid cutoff is modest.
This geometry differs little from another in the collection (a relaxation step or a small displacement).

Settings
functional: PBE
method: Gaussian and plane waves
basis set: DZVP-MOLOPT-SR-GTH
pseudopotentials: GTH-PBE
grid cutoff: 350 Ry, relative cutoff 50 Ry
k points: Gamma only
occupations: fixed
spin: none
net charge: 0

Cell vectors (angstrom)
a	16.407	0	0
b	0	16.407	0
c	-0.283	1.0884	34.4589

Atoms and the computed forces on them: element, x, y, z (angstrom), force x, y, z (eV/angstrom)
Si	15.731	0.995	0.123	0.06	-0.13	0.207
Si	2.083	3.282	0.266	0.064	-0.003	0.194
Si	0.067	5.657	0.128	0.01	0.043	0.222
Si	2.845	8.486	0.235	-0.015	-0.023	0.188
Si	15.77	11.808	0.249	0.041	-0.011	0.267
Si	2.598	14.404	0.249	0.016	-0.109	0.199
Si	5.541	16.29	0.208	-0.026	0.063	0.209
Si	7.739	2.874	0.03	0.014	0.03	0.184
Si	4.663	7.233	34.21	0.09	-0.057	0.224
Si	7.685	9.962	34.139	0.061	-0.141	0.194
Si	5.821	11.207	0.055	-0.106	0.052	0.263
Si	8.909	13.399	0.15	-0.122	0.093	0.243
Si	11.32	16.012	0.169	-0.02	0.133	0.23
Si	13.492	3.076	0.458	0.011	-0.023	0.117
Si	10.891	6.232	34.111	-0.101	0.124	0.21
Si	13.201	9.009	0.194	-0.037	-0.036	0.26
Si	11.022	11.151	0.57	-0.001	-0.019	0.101
Si	13.607	13.98	0.577	0.007	0.013	0.102
Si	0.957	1.852	1.701	-0.01	0.052	-0.041
Si	3.958	4.426	1.194	-0.024	0.003	-0.048
Si	1.283	7.2	1.466	-0.002	-0.003	-0.056
Si	4.145	10.054	1.376	0.019	-0.026	-0.047
Si	1.194	12.842	1.38	-0.016	0.006	-0.051
Si	3.993	15.457	1.739	0.012	-0.026	-0.077
Si	6.823	1.375	1.544	-0.014	0.024	-0.05
Si	9.35	4.342	1.119	0.024	-0.02	-0.032
Si	6.729	7.221	1.029	-0.023	0.01	-0.045
Si	9.423	9.743	1.452	0.019	0.016	-0.027
Si	7.016	12.625	1.453	0.014	-0.055	-0.047
Si	9.716	15.097	1.607	0.033	-0.033	-0.083
Si	12.1	1.521	1.464	0.003	0.003	-0.038
Si	14.932	4.537	1.58	-0.019	0.001	-0.042
Si	12.098	7.084	1.134	0.026	0.009	-0.03
Si	14.825	10.059	1.575	-0.014	0.019	-0.063
Si	12.3	12.575	1.895	0.008	-0.008	-0.044
Si	14.966	15.581	1.539	-0.01	-0.006	-0.043
Si	16.161	3.214	3.092	0.013	-0.012	0.008
Si	2.514	0.464	2.92	0.01	-0.005	0.006
Si	16.282	8.6	2.769	0.002	-0.004	-0.006
Si	2.674	5.775	2.761	0.005	-0.002	0.015
Si	16.347	14.173	2.881	0.018	0.009	0.009
Si	2.638	11.383	2.681	0.001	0.005	0.003
Si	5.343	2.99	2.636	-0.015	-0.002	0.02
Si	8.275	0.142	2.881	-0.015	0.017	0.005
Si	5.47	8.559	2.664	-0.003	0.013	0.009
Si	8.077	5.829	2.512	0.006	-0.002	0
Si	5.515	13.985	2.831	-0.012	0	0.02
Si	8.179	11.183	2.887	-0.021	0.011	0.011
Si	10.681	2.992	2.671	-0.004	-0.007	0.017
Si	13.525	0.367	2.959	-0.004	0.001	0.011
Si	10.797	8.346	2.726	-0.013	-0.012	0.012
Si	13.48	5.929	2.739	0.014	0	-0.001
Si	10.915	13.908	3.173	-0.01	0.006	0.002
Si	13.638	11.233	3.176	-0.006	0.004	-0.007
Si	1.305	4.515	4.257	-0.004	-0.001	-0.003
Si	3.984	1.788	4.18	-0.017	0.007	-0.001
Si	1.301	9.969	4.095	0.001	0	0.007
Si	4.063	7.191	4.062	-0.003	-0.007	-0.011
Si	1.273	15.449	4.312	-0.01	-0.006	-0.009
Si	4.04	12.65	4.134	-0.002	-0.013	0.005
Si	6.737	4.423	3.964	0	-0.002	-0.001
Si	9.487	1.665	4.207	0.004	-0.002	-0.002
Si	6.75	9.854	4.183	-0.001	-0.001	-0.007
Si	9.398	7.078	4.101	0.012	0.009	-0.001
Si	6.815	15.315	4.257	0.007	-0.006	-0.005
Si	9.47	12.526	4.353	0.016	0.002	0.003
Si	12.125	4.423	4.036	0	-0.002	-0.003
Si	14.842	1.75	4.345	-0.013	0.002	0.002
Si	12.134	9.776	4.228	0.004	0.007	0.006
Si	14.896	7.234	4.151	-0.004	0.001	0.004
Si	12.259	15.385	4.379	0.002	-0.003	-0.002
Si	15.025	12.742	4.305	-0.002	-0.001	0.001
Si	16.278	0.386	5.65	0.001	-0.002	0.002
Si	2.651	3.123	5.602	0.002	-0.002	0.003
Si	16.288	5.88	5.543	0.006	0.006	0.001
Si	2.667	8.559	5.453	-0.001	-0.001	-0.009
Si	-0.02	11.304	5.569	0.006	0.009	-0.005
Si	2.692	14.025	5.555	0.003	0.008	0
Si	5.383	0.356	5.508	0	-0.001	0.002
Si	8.066	3.077	5.461	-0.003	-0.005	-0.003
Si	5.406	5.795	5.435	-0.002	0	-0.009
Si	8.113	8.489	5.531	-0.003	0.001	-0.002
Si	5.363	11.243	5.525	-0.006	0.001	0.001
Si	8.115	13.947	5.659	-0.008	-0.003	0.002
Si	10.854	0.365	5.644	0.002	-0.001	-0.001
Si	13.461	3.143	5.586	0	-0.007	-0.004
Si	10.787	5.748	5.483	-0.005	-0.003	-0.011
Si	13.553	8.512	5.599	-0.007	-0.005	-0.007
Si	10.847	11.17	5.654	-0.014	-0.001	0.002
Si	13.628	14.023	5.703	0.004	0.009	-0.003
Si	1.28	1.747	6.965	-0.003	0	-0.001
Si	4.045	4.49	6.905	-0.002	-0.001	-0.003
Si	1.283	7.232	6.881	-0.006	0.002	-0.002
Si	4.002	9.889	6.895	0	0.001	-0.004
Si	1.334	12.654	6.944	0.002	-0.006	0.002
Si	4.037	15.4	6.917	-0.001	-0.001	-0.004
Si	6.73	1.729	6.885	-0.002	0.001	-0.006
Si	9.44	4.409	6.882	0.005	-0.001	0.001
Si	6.735	7.136	6.883	0.003	0.001	-0.003
Si	9.444	9.835	6.972	0.009	0.003	0.002
Si	6.706	12.593	6.958	0.001	0.001	-0.002
Si	9.481	15.368	6.971	0.004	-0.001	-0.003
Si	12.186	1.749	6.999	-0.003	0.002	0.004
Si	14.921	4.48	6.906	-0.003	-0.001	-0.003
Si	12.169	7.113	6.903	0.004	0.002	0.001
Si	14.953	9.93	6.905	-0.004	0.006	-0.002
Si	12.22	12.605	6.974	0.005	-0.001	0.001
Si	14.966	15.411	7.039	-0.002	-0.004	0.001
Si	16.302	3.12	8.3	0.001	-0.004	-0.001
Si	2.66	0.354	8.294	0	-0.001	-0.001
Si	16.324	8.57	8.276	-0.001	0.005	-0.005
Si	2.65	5.852	8.264	-0.003	0.002	0.001
Si	-0.045	14.015	8.324	-0.001	0.006	-0.002
Si	2.668	11.263	8.297	-0.001	0.001	0.001
Si	5.386	3.096	8.276	-0.002	0.001	0.002
Si	8.095	0.355	8.282	0.001	-0.003	-0.003
Si	5.369	8.518	8.265	0	0.001	-0.002
Si	8.098	5.788	8.267	-0.001	0	-0.004
Si	5.369	14.008	8.3	0.001	0	0.001
Si	8.08	11.233	8.325	-0.002	0.001	0.002
Si	10.797	3.092	8.318	0.001	-0.008	0.002
Si	13.575	0.379	8.356	0.003	-0.001	0.002
Si	10.83	8.485	8.307	-0.004	-0.003	-0.002
Si	13.559	5.808	8.298	0.001	-0.003	-0.003
Si	10.849	13.996	8.33	-0.001	0.001	-0.001
Si	13.598	11.26	8.319	-0.004	0.006	-0.003
Si	1.286	4.484	9.656	-0.003	-0.001	-0.001
Si	4.024	1.732	9.65	-0.001	0	0
Si	1.283	9.915	9.662	-0.004	0	0.001
Si	4.01	7.184	9.671	-0.002	0	-0.002
Si	1.315	15.389	9.68	-0.001	0	0
Si	4.013	12.636	9.67	0	0	0
Si	6.749	4.441	9.664	0.002	-0.001	-0.001
Si	9.452	1.714	9.671	0.001	-0.001	0.001
Si	6.706	9.877	9.686	0.002	0.001	0
Si	9.445	7.145	9.668	0.005	0.003	-0.001
Si	6.737	15.387	9.651	0.002	0	-0.002
Si	9.456	12.626	9.676	0.003	0.001	0
Si	12.194	4.448	9.669	0.003	0.002	-0.001
Si	14.964	1.742	9.696	-0.003	0.002	0.001
Si	12.205	9.878	9.653	0.001	0.002	0
Si	14.947	7.191	9.637	-0.001	0.001	-0.003
Si	12.207	15.388	9.693	0	0	0.001
Si	14.97	12.643	9.659	0.002	0	0
Si	-0.048	0.364	11.037	0.001	-0.004	0.001
Si	2.672	3.11	11.024	-0.003	-0.003	0.001
Si	-0.087	5.851	11.031	-0.004	0.002	-0.002
Si	2.645	8.554	11.044	0	0.003	0.001
Si	-0.081	11.28	11.024	-0.003	0.003	0
Si	2.663	14.004	11.041	-0.002	-0.001	0
Si	5.384	0.356	11.019	-0.001	-0.002	-0.002
Si	8.106	3.08	11.044	0.001	-0.003	0
Si	5.385	5.808	11.039	0	-0.001	0
Si	8.07	8.505	11.05	0	0	0.001
Si	5.35	11.268	11.058	0	0.004	0.002
Si	8.087	14.017	11.034	0.001	0.004	-0.001
Si	10.823	0.359	11.043	-0.001	0	0.001
Si	13.578	3.104	11.044	-0.001	-0.004	0.002
Si	10.823	5.803	11.032	0	-0.002	-0.001
Si	13.577	8.531	11.021	0	0.001	-0.004
Si	10.825	11.239	11.026	0.001	0.001	-0.001
Si	13.601	14.009	11.019	0.001	0.001	-0.003
Si	1.333	1.737	12.402	-0.001	0.005	0
Si	4.045	4.45	12.433	0.001	0.001	0
Si	1.291	7.195	12.427	0.001	0	0
Si	3.981	9.913	12.451	-0.003	-0.001	0.001
Si	1.288	12.632	12.394	-0.003	0.004	0.001
Si	4.038	15.38	12.382	0.001	0.003	-0.002
Si	6.737	1.723	12.403	0.003	-0.001	0.002
Si	9.468	4.45	12.412	0.005	-0.002	0.002
Si	6.717	7.154	12.461	0	0.001	0.001
Si	9.433	9.88	12.404	-0.001	0.003	0
Si	6.715	12.651	12.411	0.002	-0.001	-0.001
Si	9.435	15.409	12.397	0.002	-0.004	0.002
Si	12.204	1.739	12.4	0.004	0	0.002
Si	14.95	4.483	12.399	0	0.003	-0.003
Si	12.188	7.173	12.379	-0.002	0.002	-0.003
Si	14.954	9.902	12.364	-0.003	0.001	-0.001
Si	12.215	12.623	12.354	0.002	0.001	0
Si	14.988	15.375	12.369	-0.001	0.003	0.001
Si	-0.032	3.14	13.735	-0.008	-0.001	0
Si	2.722	16.761	13.756	0.001	-0.006	-0.002
Si	-0.085	8.586	13.769	-0.002	0.004	-0.001
Si	2.685	5.831	13.795	0.001	-0.005	0.001
Si	-0.052	14.007	13.747	0.001	-0.004	0
Si	2.604	11.282	13.825	-0.003	0.004	0.004
Si	5.426	3.084	13.819	-0.002	-0.004	0.001
Si	8.073	16.783	13.798	-0.001	0.002	0.001
Si	5.328	8.527	13.828	0.004	0.004	0.001
Si	8.103	5.777	13.822	0.002	-0.001	0.003
Si	5.368	14.034	13.798	-0.002	0.001	0
Si	8.046	11.248	13.765	0.002	0.008	-0.001
Si	10.842	3.117	13.787	0.001	-0.001	0.004
Si	13.618	16.762	13.691	0.001	-0.006	-0.002
Si	10.795	8.494	13.758	0.002	-0.003	0.002
Si	13.55	5.836	13.762	-0.002	0.001	0.002
Si	10.825	14.004	13.674	0.001	0.006	-0.004
Si	13.575	11.242	13.72	0.002	0	-0.001
Si	1.35	4.465	15.161	0.009	0.008	-0.004
Si	4.107	1.676	15.173	0	0.008	0.001
Si	1.224	9.932	15.231	-0.003	-0.004	0.011
Si	3.973	7.187	15.262	-0.002	0.003	0.005
Si	1.356	15.381	15.084	0.003	0.009	-0.002
Si	3.986	12.666	15.157	-0.003	0.003	-0.002
Si	6.77	4.434	15.255	0.005	-0.002	0.004
Si	9.437	1.785	15.138	0.005	-0.004	0.005
Si	6.684	9.889	15.191	-0.004	0	-0.004
Si	9.462	7.13	15.197	-0.004	-0.002	0.001
Si	6.711	15.419	15.194	0.004	-0.006	0.002
Si	9.443	12.653	15.034	0	-0.002	-0.001
Si	12.201	4.489	15.18	0.01	0.006	0.001
Si	15.014	1.733	15.023	0.004	0.005	-0.004
Si	12.169	9.877	15.061	-0.006	-0.007	0
Si	14.931	7.22	15.081	-0.001	0.005	-0.005
Si	12.208	15.387	14.984	-0.002	0	-0.005
Si	14.969	12.602	15.06	-0.004	0	0.002
Si	0.012	16.798	16.363	-0.007	-0.001	-0.002
Si	2.749	3.037	16.498	-0.002	-0.013	0.003
Si	-0.059	5.911	16.418	-0.009	-0.014	0.003
Si	2.545	8.549	16.651	0.012	0.006	0.006
Si	16.249	11.322	16.604	-0.002	0.002	0.007
Si	2.688	14.074	16.551	-0.006	-0.009	-0.002
Si	5.433	16.788	16.7	-0.01	0.001	0.002
Si	8.164	3.106	16.692	0.002	0.001	0.012
Si	5.39	5.816	16.608	-0.009	-0.005	0.007
Si	8.06	8.487	16.535	0.002	0.001	0.003
Si	5.268	11.256	16.54	0.009	0.008	-0.002
Si	8.118	14.008	16.437	0.005	0.005	0
Si	10.859	16.775	16.321	0.001	-0.004	0.003
Si	13.669	3.085	16.389	0.001	-0.005	0
Si	10.818	5.803	16.658	-0.006	0.011	0.007
Si	13.529	8.541	16.448	0.005	0.003	0.006
Si	10.77	11.252	16.358	0.004	0.013	-0.003
Si	13.558	13.985	16.289	-0.002	0.001	-0.003
Si	1.429	1.625	17.837	0.001	0	-0.018
Si	4.073	4.372	17.934	0.001	0.003	-0.022
Si	1.051	7.249	18.023	-0.006	0.005	-0.015
Si	3.86	9.97	18.019	-0.006	0.005	-0.017
Si	1.262	12.775	17.907	0.016	0.005	-0.014
Si	4.031	15.391	18.051	0.001	-0.006	-0.008
Si	6.892	1.707	18.139	0.003	-0.007	-0.005
Si	9.501	4.458	18.182	0.004	0.003	0.005
Si	6.729	7.18	18.029	0.007	0.013	0.002
Si	9.463	9.891	17.782	-0.009	-0.014	-0.019
Si	6.732	12.619	17.769	-0.013	0.002	-0.018
Si	9.53	15.433	17.7	-0.004	0.009	-0.005
Si	12.238	1.719	17.645	-0.005	0.003	-0.009
Si	15.12	4.427	17.693	-0.002	0.027	-0.018
Si	12.279	7.183	17.923	0	-0.003	-0.012
Si	14.717	9.959	17.889	-0.008	-0.025	-0.004
Si	12.147	12.646	17.618	0	-0.011	-0.008
Si	14.959	15.397	17.512	0.007	0.005	-0.009
Si	0.087	3.081	19.065	-0.001	-0.015	0.055
Si	2.644	16.737	19.49	-0.018	0.019	0.042
Si	15.911	8.656	19.428	0.017	-0.001	0.035
Si	2.457	5.659	19.125	0.042	-0.017	0.06
Si	16.218	14.246	19.068	-0.017	0.023	0.049
Si	2.461	11.411	19.421	0.014	0.004	0.046
Si	5.53	3.148	19.498	-0.035	0.001	0.055
Si	8.432	16.672	19.357	0.004	-0.022	0.06
Si	5.277	8.565	19.339	-0.011	-0.03	0.033
Si	8.11	5.954	19.61	-0.014	0.014	0.048
Si	5.551	14.004	19.256	0.022	-0.02	0.054
Si	8.038	11.205	19.119	-0.012	0.013	0.043
Si	11.064	2.926	19.272	0.053	-0.018	0.064
Si	13.607	16.687	18.848	0.024	0.014	0.021
Si	10.947	8.739	19.199	-0.029	-0.004	0.077
Si	13.716	5.622	19.093	0.015	-0.01	0.067
Si	10.869	14.023	18.956	-0.014	-0.007	0.015
Si	13.314	11.405	19.192	-0.031	0.02	0.059
Si	1.611	4.021	20.661	-0.085	0.085	-0.294
Si	3.993	1.895	20.746	0.039	-0.058	-0.243
Si	0.421	10.575	20.564	0.062	0.028	-0.18
Si	3.927	6.896	20.346	-0.049	0.162	-0.176
Si	0.636	15.871	20.59	0.126	-0.014	-0.253
Si	4.36	12.44	20.534	-0.125	0.075	-0.224
Si	6.408	4.92	21.054	0.212	-0.128	-0.114
Si	10.306	1.163	20.647	-0.062	-0.047	-0.201
Si	6.547	10.105	20.641	0.104	-0.135	-0.182
Si	9.725	7.417	20.636	-0.081	0.032	-0.21
Si	7.32	14.989	20.57	-0.005	0.007	-0.243
Si	9.412	12.717	20.219	-0.02	-0.005	-0.071
Si	12.853	3.879	20.477	-0.092	0.063	-0.25
Si	14.974	1.688	20.066	0.009	0.015	-0.12
Si	11.623	10.548	20.68	0.091	-0.039	-0.288
Si	14.588	7.019	20.732	-0.008	0.063	-0.257
Si	12.417	15.232	20.23	0.036	-0.031	-0.002
Si	14.668	12.968	20.234	-0.04	0.047	-0.053
Si	9.727	0.912	27.531	-0.058	0.019	-0.012
Si	1.632	3.299	25.845	-0.043	-0.005	-0.033
Si	16.204	5.304	22.907	0.02	-0.037	-0.032
Si	1.803	10.124	23.169	-0.045	-0.03	-0.015
Si	0.46	15.457	23.617	-0.064	0.025	-0.001
Si	12.577	14.341	28.614	-0.063	0.032	0.019
Si	8.259	8.759	22.879	0.059	0.113	-0.007
Si	6.662	15.605	25.346	0.057	-0.043	-0.017
Si	6.263	0.718	22.708	-0.04	-0.038	-0.084
Si	8.997	1.995	23.33	-0.019	0.024	0.072
Si	9.597	4.531	28.564	0.026	0.102	-0.06
Si	12.058	6.129	22.145	0.087	0.064	0
Si	13.905	12.138	25.283	-0.032	-0.059	0.137
Si	2.441	11.662	30.336	0.074	-0.027	0.012
Si	2.339	16.855	25.406	-0.015	0.017	0.031
Si	1.76	6.101	25.087	-0.022	-0.029	0.011
Si	1.584	10.484	25.943	0.01	-0.016	0.012
Si	3.942	13.736	28.597	0.14	-0.013	0.009
Si	14.571	16.766	25.24	0.095	-0.032	0.047
Si	12.127	7.344	24.914	-0.018	0.031	0.045
Si	6.425	6.506	23.593	-0.083	-0.192	0.11
Si	4.073	14.433	25.659	0.084	0.026	0.07
Si	9.124	3.479	25.964	0.015	0.068	-0.046
Si	0.257	16.557	27.664	-0.026	0.033	-0.008
Si	12.205	14.775	25.669	0.014	-0.009	0.028
Si	9.914	9.296	25.468	0.005	-0.029	0.015
Si	0.214	13.084	25.449	-0.002	-0.054	0.053
Si	12.248	10.05	23.782	-0.134	-0.02	-0.005
Si	14.953	3.339	24.862	0.047	0.062	0.038
Si	1.017	2.905	28.816	-0.006	-0.066	-0.048
Si	3.187	2.314	30.91	0.014	-0.013	0.022
Si	11.136	16.512	30.065	-0.028	0.022	0.036
Si	3.559	7.685	23.122	-0.086	-0.106	-0.013
Si	1.084	9.326	28.627	-0.015	0.015	0.014
Si	4.912	10.093	30.402	0.005	-0.009	-0.005
Si	6.86	17.182	28.176	-0.039	-0.032	-0.014
Si	9.507	15.707	25.008	0.014	-0.034	-0.01
Si	6.142	7.864	26.342	0.009	-0.02	-0.047
Si	4.868	5.991	28.433	0.084	0.069	0.022
Si	6.817	3.647	27.751	0.038	0.012	0.03
Si	8.203	9.664	28.028	-0.048	-0.045	0.013
Si	10.854	2.901	30.513	0.115	-0.067	0.045
Si	13.752	5.399	26.793	-0.007	-0.075	-0.029
Si	13.259	6.407	29.349	-0.111	-0.047	-0.048
Si	13.934	11.821	28.447	0.067	-0.025	-0.05
Si	14.95	8.86	32.522	0.054	0.003	0.106
Si	1.412	1.727	33.189	0.009	0.019	-0.06
Si	0.644	11.149	32.655	-0.014	-0.041	0.061
Si	1.946	6.6	28.162	0.059	-0.001	-0.077
Si	4.867	16.161	30.147	-0.061	0.028	0.075
Si	5.841	11.524	28.034	-0.027	0.026	0.047
Si	5.473	7.296	31.169	-0.041	0.011	0.007
Si	5.392	3.258	32.521	-0.007	0.06	0.062
Si	7.653	9.316	31.096	0.066	0.065	-0.02
Si	4.694	10.517	25.468	0.002	-0.001	0.003
Si	4.773	14.868	33.055	0.008	0.045	0.059
Si	8.061	2.541	31.943	-0.034	0.032	-0.001
Si	15.782	5.271	28.95	-0.042	-0.021	-0.036
Si	10.923	5.707	31.044	-0.095	-0.061	0.037
Si	3.687	12.406	23.397	0.096	0.005	0.017
Si	14.494	8.95	29.558	0.032	0.045	-0.095
Si	9.109	16.376	32.333	0.034	-0.062	0.094
Si	15.506	14.133	28.165	0.101	-0.14	0.131
O	2.186	1.389	31.818	0.071	-0.178	-0.127
O	-0.216	1.866	33.108	0.083	0.102	-0.197
O	0.828	5.558	34.047	0.055	-0.054	-0.242
O	2.103	3.163	33.62	0.256	0.054	-0.255
O	15.472	7.521	33.308	-0.224	0.095	0.009
O	0.78	6.037	29.136	0.104	0.165	-0.083
O	-0.22	9.861	32.171	0.097	-0.055	-0.204
O	1.811	10.554	33.609	-0.083	0.023	-0.176
O	16.046	12.211	33.337	0.022	0.117	-0.159
O	14.072	14.875	28.288	0.009	0.253	-0.188
O	5.18	13.295	33.235	0.171	-0.163	-0.013
O	3.174	14.925	33.416	-0.179	-0.295	-0.032
O	1.537	16.858	34.201	-0.343	0.172	0.064
O	5.651	15.861	34.05	0.026	-0.08	-0.139
O	6.007	4.322	33.645	-0.052	0.008	0.058
O	4.053	3.525	31.631	-0.1	0.206	-0.125
O	5.049	6.763	32.656	-0.23	-0.242	-0.151
O	3.534	8.435	33.972	0.092	-0.071	-0.232
O	8.322	9.626	32.596	0.107	0.051	-0.046
O	8.513	9.353	29.653	0.044	-0.052	0.014
O	6.527	6.665	25.248	0.23	0.105	-0.03
O	6.534	11.127	33.897	0.054	0.091	-0.108
O	8.459	15.096	33.081	-0.258	-0.1	-0.155
O	4.982	1.874	33.313	-0.094	0.019	-0.047
O	8.445	3.281	33.354	0.134	-0.155	-0.212
O	7.828	17.352	32.112	-0.007	-0.152	0.188
O	14.255	3.141	34.112	-0.148	-0.219	-0.008
O	12.181	5.18	34.061	0.176	-0.019	-0.218
O	10.425	6.348	32.489	-0.222	-0.192	-0.189
O	7.03	7.804	31.212	-0.017	-0.054	-0.18
O	13.785	9.622	33.348	0.032	-0.185	-0.196
O	1.336	12.088	26.044	0.012	0.232	-0.184
O	9.748	13.311	34.227	-0.131	-0.075	-0.231
O	11.801	11.256	34.167	-0.089	-0.061	0.082
O	14.346	14.017	34.213	-0.112	-0.149	-0.176
O	12.238	16.019	34.182	-0.018	0.12	0.076
O	15.089	4.271	23.521	0.056	-0.228	-0.135
O	0.939	4.478	22.092	-0.06	-0.21	0.11
O	4.87	1.314	22.056	-0.106	-0.315	0.082
O	2.81	2.989	21.183	0.092	-0.167	0.241
O	0.789	9.795	21.967	-0.137	-0.174	0.129
O	15.768	11.831	20.946	0.062	0.105	-0.083
O	5.09	5.827	20.755	0.003	0.002	0.029
O	2.994	7.141	21.699	-0.249	0.087	0.086
O	2.257	11.681	23.087	0.041	-0.061	-0.032
O	0.701	15.113	22.048	-0.142	0.032	0.14
O	4.126	13.133	22.013	-0.125	0.175	0.102
O	3.708	16.005	25.447	0.226	0.135	-0.189
O	6.466	5.056	22.765	0.171	0.123	-0.095
O	7.725	7.234	22.972	0.232	-0.184	0.069
O	9.938	2.054	22.001	-0.064	0.207	-0.036
O	9.446	17.052	24.111	0.203	0.106	0.121
O	5.367	11.2	20.936	0.109	-0.209	0.026
O	7.18	9.742	22.139	-0.24	0.254	0.135
O	8.64	9.202	24.413	-0.219	0.128	-0.02
O	10.674	6.25	21.299	0.037	-0.385	-0.263
O	6.723	15.787	21.882	0.152	0.144	0.115
O	6.064	16.644	24.242	-0.268	0.204	-0.006
O	10.456	11.695	21.047	-0.119	-0.071	-0.128
O	8.398	13.785	21.055	-0.097	0.041	-0.041
O	11.731	6.317	23.719	-0.025	-0.212	-0.074
O	12.532	4.586	21.933	0.125	-0.002	0.276
O	13.944	2.696	20.902	-0.131	0.139	0.243
O	15.982	0.7	20.955	-0.018	-0.034	-0.101
O	12.085	10.038	22.167	0.13	-0.267	0.039
O	13.29	11.196	24.148	0.271	-0.006	-0.361
O	15.587	6.369	21.857	0.167	-0.039	0.132
O	13.152	7.236	21.578	-0.099	0.283	0.001
O	10.864	14.849	24.716	-0.002	0.097	-0.035
O	11.405	16.347	21.058	-0.036	0.024	-0.028
O	15.895	13.954	26.603	-0.025	0.079	-0.047
O	13.128	13.549	25.176	-0.015	-0.1	-0.322
O	13.546	14.124	20.922	0.042	0.021	0.037
O	15.365	15.894	24.096	-0.203	-0.172	0.14
O	1.608	3.535	27.443	0.032	0.065	0.09
O	2.315	4.571	25.119	0.154	-0.095	0.031
O	0.422	6.151	24.16	-0.262	0.072	-0.012
O	0.071	3.119	25.415	-0.179	-0.23	-0.002
O	3.181	9.258	23.117	0.107	0.188	-0.17
O	3.186	10.232	26.021	0.19	-0.263	0.027
O	0.862	14.098	24.392	0.065	-0.08	-0.139
O	1.512	16.633	24.023	0.004	0.379	0.035
O	10.941	16.992	28.526	0.278	-0.186	-0.212
O	9.495	8.577	21.828	-0.054	-0.027	-0.072
O	5.146	7.409	23.145	-0.004	0.101	0.095
O	3.453	13.586	24.452	0.073	0.096	0.15
O	4.717	11.293	24.028	0.127	-0.211	-0.037
O	7.449	1.868	22.763	-0.138	0.108	-0.226
O	8.074	14.953	24.82	0.092	0.119	-0.229
O	9.74	4.737	26.897	0.103	0.05	-0.062
O	9.232	3.31	24.32	-0.113	0.181	-0.145
O	11.467	4.173	31.326	-0.02	-0.154	0.276
O	14.356	1.852	24.612	-0.205	0.038	-0.015
O	10.908	10.34	24.69	-0.028	0.259	0.139
O	13.202	6.619	25.878	0.091	0.189	-0.187
O	15.439	12.226	24.76	-0.014	-0.01	-0.295
O	7.422	11.113	28.082	0.121	0.276	0.048
O	15.385	16.857	26.672	-0.007	-0.006	0.134
O	12.678	12.741	28.964	-0.217	-0.138	-0.101
O	2.595	2.042	25.497	0.284	0.008	-0.018
O	2.234	3.078	29.859	0.014	0.211	0.17
O	1.48	6.612	26.598	-0.042	0.142	0.082
O	3.274	5.724	28.421	-0.124	-0.235	0.141
O	2.92	7.007	24.434	0.124	0.095	0.249
O	0.748	9.755	27.105	-0.305	-0.107	0.014
O	6.733	16.416	26.755	-0.139	-0.083	0.016
O	7.352	8.455	27.293	0.218	0	0.183
O	11.742	14.527	27.226	-0.204	0.11	-0.03
O	3.965	15.249	29.159	-0.233	0.156	-0.147
O	10.739	7.873	25.632	-0.104	-0.006	0.126
O	9.862	5.675	29.75	-0.186	-0.014	-0.111
O	12.875	8.628	24.261	0.184	-0.004	0.166
O	5.106	7.264	27.441	-0.247	0.158	0.055
O	9.557	16.035	26.586	-0.102	-0.074	0.224
O	5.691	14.334	25.589	-0.009	-0.37	-0.037
O	9.922	2.186	26.556	0.302	0.035	-0.19
O	7.51	3.472	26.268	-0.222	0.062	-0.053
O	15.254	5.605	27.424	0.1	-0.006	-0.212
O	10.681	3.347	28.943	0.235	-0.123	-0.078
O	13.891	4.044	25.902	-0.141	0.082	0.212
O	16.067	3.699	29.24	-0.047	-0.108	-0.03
O	12.765	5.406	28.124	-0.174	0.095	0.014
O	9.481	9.801	26.98	0.165	0.208	-0.054
O	1.017	9.843	24.559	-0.362	-0.216	-0.062
O	5.406	12.963	28.698	0.072	-0.091	-0.147
O	15.34	12.638	28.814	0.017	-0.095	0.013
O	13.833	11.574	26.827	-0.039	-0.074	-0.05
O	13.09	16.137	25.502	0.013	0.047	-0.006
O	0.143	15.262	28.681	-0.048	0.024	0.123
O	14.627	5.761	29.987	-0.003	-0.241	0.036
O	1.526	16.316	26.698	-0.03	-0.222	0.119
O	5.032	15.358	31.541	0.238	-0.179	-0.176
O	0.551	1.371	28.67	-0.18	-0.121	0.298
O	1.352	12.01	31.476	0.071	0.241	-0.174
O	13.917	10.43	29.25	0.019	-0.005	0.15
O	16.08	8.861	29.256	0.06	0.019	0.254
O	2.181	8.134	28.637	0.069	0.109	-0.038
O	2.796	12.953	29.437	-0.119	0.135	0.128
O	1.766	10.554	29.39	-0.029	0.087	-0.133
O	4.976	10.343	28.785	-0.1	-0.277	-0.202
O	3.801	11.087	31.043	0.04	-0.072	0.039
O	8.018	4.123	28.76	0.037	0.124	0.279
O	6.314	16.314	29.426	0.303	-0.086	0.163
O	6.12	2.227	28.133	-0.254	0.075	0.14
O	5.63	4.732	27.771	-0.024	-0.079	-0.245
O	4.208	1.23	30.261	-0.088	-0.078	-0.304
O	6.414	10.39	30.976	-0.047	0.064	0.174
O	4.515	8.557	30.752	0.022	0.195	0.025
O	5.351	6.183	29.987	0.059	-0.296	0.053
O	5.488	9.091	25.476	0.19	0.025	0.091
O	3.491	13.833	27.045	-0.254	0.04	-0.031
O	8.423	1.079	28.475	-0.034	0.015	0.239
O	12.066	15.182	29.918	-0.041	0.01	-0.052
O	5.422	11.55	26.477	0.042	0.044	-0.212
O	12.161	6.605	30.514	-0.093	0.165	-0.163
O	6.618	3.1	31.439	-0.046	0.183	-0.111
O	11.694	1.514	30.743	0.218	-0.052	0.225
O	9.299	2.746	30.957	-0.025	0.149	-0.257
O	13.619	7.871	28.701	-0.143	0.024	-0.241
O	14.272	8.498	31.101	-0.154	-0.02	-0.009
O	10.189	17.25	33.22	-0.06	0.201	-0.098
O	9.835	16.01	30.917	-0.147	0.037	0.1

Results
total energy: -108567.626 eV
total energy less fixed offsets of O -438.35, Si -107.03 eV per atom: 12.604 eV
